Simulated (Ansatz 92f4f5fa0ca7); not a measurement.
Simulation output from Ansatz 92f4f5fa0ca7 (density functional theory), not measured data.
Periodic cell of 222 atoms, Si132O86H4, from a study of silicon, its oxide and their interface. The atomic structure is a simulated model.
Doubt: the cutoff is far below the 930 eV that the study's wrapper takes by default for these files, so forces and energies are approximate.
This geometry differs little from another in the collection (a relaxation step or a small displacement).

Settings: functional PBE; potential files Ansatz PAW; basis plane waves; wave-function cutoff 580 eV; density cutoff ratio 5; exchange-correlation grid ratio 1; k mesh 1 x 1 x 1, Gamma-centred; self-consistency stop 5e-08 eV per atom in the density residual; occupations fixed; spin none; net charge 0.

Cell vectors (angstrom)
a	10.938	0	0
b	0	10.938	0
c	0	0	32.1424

Atoms and the computed forces on them: element, x, y, z (angstrom), force x, y, z (eV/angstrom)
Si	10.7583	0.2337	24.6586	-0.0041	0.0057	0.0082
Si	5.7558	10.5105	24.6403	-0.0074	-0.0024	0.0104
Si	2.6127	3.0572	24.5605	0.0057	0.0079	0.0026
Si	8.5465	2.4728	24.6963	-0.0066	-0.0042	0.0122
Si	0.3072	5.2123	24.7639	0.0007	0.0098	-0.0023
Si	5.3459	5.6989	24.6286	-0.0044	-0.0053	0.0001
Si	3.0731	7.8844	24.6901	-0.0006	0.0057	-0.0047
Si	8.1236	8.4179	24.7547	0.0049	0.0055	0.0045
Si	1.4807	1.3818	25.8765	-0.0057	0.0027	-0.0013
Si	6.8626	1.306	25.8832	0.007	-0.0025	-0.0016
Si	4.1679	4.1375	25.9656	-0.0058	0.0061	-0.0054
Si	9.6664	4.0334	26.0548	0.0041	-0.0037	-0.0038
Si	1.4697	6.7985	26.0391	-0.003	-0.001	0.0005
Si	6.9166	6.8175	26.0004	-0.0021	0.0027	-0.0023
Si	4.1853	9.4631	26.0373	0.0039	0.001	-0.0069
Si	9.6518	9.6169	26.0534	-0.0103	0.0025	-0.0003
Si	2.7875	-0.023	27.2866	-0.0002	-0.0061	0.0292
Si	8.2161	0.0077	27.3811	0.0023	-0.003	-0.032
Si	0.1194	2.6815	27.3811	-0.0098	-0.0133	-0.031
Si	5.5154	2.6996	27.2719	0.0087	0.0031	0.0284
Si	2.8066	5.4427	27.4214	-0.0024	-0.0085	-0.0343
Si	8.2586	5.4231	27.3499	0.0038	-0.0001	0.007
Si	0.0685	8.1922	27.3546	-0.0064	-0.0134	0.0067
Si	5.5457	8.1454	27.4302	-0.0026	0.0043	-0.031
Si	4.132	1.359	28.6774	0.0126	-0.0097	-0.0387
Si	9.6113	1.3619	28.7269	0.0168	-0.0049	0.0188
Si	1.4163	4.0805	28.7521	0.0291	-0.0138	0.042
Si	6.8588	4.0679	28.697	0.0029	-0.0362	-0.0226
Si	4.1481	6.8142	28.7761	0.0263	-0.0188	0.0488
Si	9.6048	6.825	28.7121	0.0245	-0.0063	-0.0175
Si	1.4108	9.5784	28.7099	0.0274	0.005	-0.0142
Si	6.8723	9.5678	28.7531	0.0192	-0.0043	0.0385
Si	0.0173	-0.0173	30.09	-0.0201	0.0126	-0.0044
Si	5.4744	-0.0029	30.0849	0.0092	-0.0121	0.0017
Si	2.7677	2.7086	30.0921	-0.0306	0.0323	-0.0017
Si	8.2245	2.722	30.0855	0.0037	0.0138	-0.0001
Si	0.0215	5.4519	30.0893	-0.0019	0.0011	0.0027
Si	5.5033	5.431	30.1015	-0.0336	0.03	-0.003
Si	2.7528	8.1975	30.0948	0.0027	0.0096	-0.0006
Si	8.2308	8.1876	30.0953	-0.0297	0.0296	-0.0044
Si	1.3673	1.3673	31.4587	0.1092	-0.0784	-0.0603
Si	6.8362	1.3673	31.4587	0.0542	-0.0026	-0.0503
Si	4.1018	4.1018	31.4587	0.1195	-0.2141	0.0245
Si	9.5708	4.1018	31.4587	0.01	0.0078	-0.0096
Si	1.3673	6.8362	31.4587	0.0248	-0.0015	-0.0187
Si	6.8362	6.8362	31.4587	0.1381	-0.1384	-0.0274
Si	4.1018	9.5708	31.4587	0.0418	0.0377	0.0278
Si	9.5708	9.5708	31.4587	0.1557	-0.0824	0.0088
Si	2.7345	0	0.6835	-0.1206	0.0907	0.0505
Si	8.2035	0	0.6835	-0.0377	-0.0332	0.0558
Si	0	2.7345	0.6835	-0.0409	-0.049	0.0861
Si	5.469	2.7345	0.6835	-0.2584	0.1577	-0.1503
Si	2.7345	5.469	0.6835	0.0101	0.0558	0.0967
Si	8.2035	5.469	0.6835	-0.0497	0.1661	0.0127
Si	0	8.2035	0.6835	-0.1358	0.0988	-0.0753
Si	5.469	8.2035	0.6835	-0.0318	-0.0071	0.1133
Si	4.087	1.3862	2.0469	0.0124	-0.0076	-0.0129
Si	9.5563	1.3665	2.0632	0.0179	0.0048	0.009
Si	1.3499	4.1142	2.054	0.0099	-0.0256	0.0083
Si	6.7883	4.1346	2.0235	0.0193	-0.0414	0.0053
Si	4.081	6.8552	2.073	0.0191	-0.0159	-0.0015
Si	9.5431	6.872	2.049	0.0148	-0.0146	-0.0129
Si	1.3365	9.5866	2.0433	0.0081	-0.0094	-0.0005
Si	6.832	9.5709	2.0621	-0.0089	-0.0076	0.0069
Si	-0.0405	-0.0329	3.4564	-0.005	-0.0557	0.0356
Si	5.4388	0.0063	3.3949	-0.0093	0.031	-0.0453
Si	2.7096	2.7408	3.4308	0.0024	-0.0009	0.0267
Si	8.1115	2.738	3.3502	-0.1287	0.0106	-0.0935
Si	-0.0451	5.4953	3.384	-0.0191	0.0465	-0.0617
Si	5.4622	5.4945	3.4501	0.0285	0.0019	0.036
Si	2.6807	8.2352	3.4143	-0.053	0.0471	-0.0306
Si	8.1865	8.2185	3.4737	0.0177	0.0074	0.0432
Si	1.3108	1.3674	4.785	-0.0065	0.0195	-0.0291
Si	6.7958	1.3661	4.7619	0.0346	0.0118	0.0271
Si	4.0907	4.1126	4.7998	-0.0128	0.003	-0.0176
Si	9.3876	4.1895	4.6366	0.0387	-0.0321	0.0627
Si	1.286	6.8764	4.7652	0.0225	-0.0005	0.0519
Si	6.806	6.8811	4.869	-0.0316	-0.006	-0.0464
Si	4.0183	9.6535	4.7545	-0.004	-0.0239	0.0344
Si	9.5303	9.5597	4.9166	-0.0062	0.031	-0.0462
Si	2.6677	0.0423	6.2263	0.0045	0.0042	-0.0058
Si	8.141	0.0547	6.2276	-0.006	-0.0115	0.0064
Si	-0.2227	2.7744	5.8823	0.0241	0.0477	0.0102
Si	5.4183	2.6962	6.1648	0.0017	0.0051	-0.0085
Si	2.722	5.542	6.0821	-0.0135	-0.005	0.009
Si	8.1567	5.474	6.2373	-0.028	0.0146	0.0043
Si	-0.0669	8.143	6.3047	-0.0019	0.0028	-0.0107
Si	5.3986	8.325	6.1219	0.0031	0.0054	0.0189
Si	4.2528	1.1965	7.5944	0.0217	0	0.0284
Si	9.3064	1.71	7.4692	-0.012	-0.0162	-0.0049
Si	1.0392	4.2769	7.0795	0.0045	-0.0282	-0.024
Si	6.9797	3.8422	7.4865	-0.0036	-0.0279	0.025
Si	3.8405	7.1499	7.4194	0.0032	-0.0113	-0.032
Si	9.8145	6.4384	7.6742	0.0338	-0.0212	0.0381
Si	1.572	9.3251	7.5139	0.0033	-0.019	0.0056
Si	6.4875	9.8977	7.5176	0.0237	-0.0069	-0.0064
O	2.7196	8.2132	8.0008	-0.0081	0.0132	0.0057
O	8.1531	2.7826	8.0193	-0.0098	0.0194	-0.0045
O	4.2097	6.7948	24.123	0.0007	-0.0011	0.0044
O	9.6302	1.3514	24.1436	-0.0029	0.0031	-0.004
O	5.3691	0.0689	8.0763	-0.0235	0.0174	-0.0084
O	0.0631	5.3098	7.9266	-0.007	0.0206	-0.0096
O	1.4016	4.1158	24.1918	-0.006	-0.001	0.0027
O	6.9779	9.4814	24.2361	0.0019	-0.0032	-0.0012
H	1.0151	9.8994	8.7725	-0.0013	0.003	-0.0004
H	7.0777	9.2491	8.7279	-0.0037	-0.0001	0.001
O	4.5788	6.5373	8.749	0.0053	-0.0036	0.0128
O	9.3119	6.7428	9.2313	-0.0018	0.0055	-0.0203
O	3.6932	1.9011	9.0074	0.004	-0.009	-0.0096
O	1.623	3.0802	8.0332	0.0187	-0.0153	0.0273
O	6.1861	4.4187	8.8227	0.0045	0.0022	-0.0108
O	10.134	1.138	8.7842	0.0054	-0.0005	0.0106
H	0.3689	10.5113	23.4331	0.0014	-0.0012	-0.0004
H	2.4423	8.5096	23.4872	0.001	-0.0022	-0.0004
O	10.6434	5.9004	23.4072	-0.0001	-0.0025	-0.0025
O	6.0184	5.0321	23.2675	0.0004	-0.0009	-0.0019
O	4.9874	10.7625	23.2085	0.0025	0	-0.0069
O	7.9852	3.2439	23.3633	-0.0001	0.0006	-0.0069
O	8.8411	7.8609	23.3872	0.0037	-0.0062	-0.0032
O	3.3243	2.7064	23.11	0.0012	-0.0023	-0.0009
Si	6.5956	1.5027	15.4302	-0.0009	-0.0007	-0.0009
Si	4.9618	10.7771	21.5806	0.0014	-0.0023	0.0062
Si	7.7428	7.5936	16.0343	0.0004	0.001	-0.0016
Si	5.994	1.5129	12.2351	-0.0007	-0.0005	-0.0018
Si	0.8092	0.0307	17.288	0.0007	0.0001	-0.0015
Si	1.1756	1.5349	14.5045	0.0001	0.0008	-0.0005
Si	6.5083	5.2646	17.871	-0.0007	0.0011	-0.0001
Si	10.7112	1.3299	10.3051	-0.0038	0.006	-0.0056
Si	7.3091	4.4168	22.4723	0.001	0.0032	0.0037
Si	3.0934	8.8042	17.1624	0.0008	-0.0003	0.0004
Si	4.0569	5.4493	19.8395	0.0004	0.0008	0.0016
Si	5.3172	4.7717	15.1487	-0.0015	-0.0013	-0.0011
Si	0.1403	10.1025	12.466	-0.0008	0	0.0008
Si	1.9579	2.0344	19.1713	0.0009	0.0009	-0.0001
Si	9.5126	6.657	22.5301	-0.001	0.0012	0.007
Si	8.4964	3.2256	11.5997	-0.0006	-0.0017	-0.0015
Si	0.2184	7.5644	19.9401	0.0015	0.0005	0.0019
Si	3.2073	5.1606	11.2979	-0.0014	-0.0022	-0.0032
Si	9.327	9.4379	18.0316	0.001	-0.0009	-0.0004
Si	4.9185	1.7118	18.011	0.0008	0.0002	-0.0011
Si	6.9917	3.1137	19.5921	-0.0009	-0.0006	-0.0007
Si	0.3315	4.5196	15.4019	-0.0001	-0.0006	-0.0003
Si	2.7419	6.605	14.9749	0.0003	0.0013	0.0007
Si	5.6208	5.701	9.6643	-0.0056	0.0093	-0.0009
Si	8.4974	8.155	13.0035	-0.0008	0.0011	-0.0004
Si	2.7325	8.1053	12.2717	-0.0002	0.0009	0
Si	3.5736	2.6329	21.4995	0.0007	-0.0008	0.0031
Si	8.4068	6.2542	10.5146	-0.002	0.0012	0.006
Si	6.9901	0.156	19.4852	0.0003	-0.0005	0.0014
Si	8.2649	3.9281	14.695	0	-0.0004	-0.0012
Si	3.6559	2.9724	13.2807	-0.0005	0.0006	-0.0009
Si	3.2481	8.3304	20.2373	0.0005	0.0001	0.0029
Si	5.5961	9.7019	15.5749	0.0004	0	-0.0008
Si	5.5483	9.5098	12.5178	-0.0004	0.002	-0.0015
Si	2.3569	2.7588	9.4319	-0.0153	0.0104	-0.0136
Si	1.328	4.9312	18.4616	0.0003	0.0004	-0.0005
O	1.4645	9.1624	12.0892	-0.0012	0.0017	-0.0027
O	8.471	4.6399	10.7826	-0.0012	0.002	-0.0017
O	4.2147	9.7568	16.4426	0.0003	0.0002	-0.0007
O	4.2547	5.9637	14.7942	-0.0003	0.0001	-0.0006
O	4.5645	2.2978	12.1006	-0.0014	0.0009	0.0012
O	6.4403	10.495	20.9119	0.002	0.0003	-0.0024
O	7.1438	2.3118	11.3855	-0.0003	0.0009	-0.0005
O	2.6589	7.77	13.8557	-0.001	-0.0003	0.0003
O	5.5009	2.8999	18.9556	0.0011	0	0
O	2.2612	1.9818	20.7704	-0.0004	-0.0006	-0.0012
O	4.6044	3.4625	14.5058	0.0001	0.0024	-0.0006
O	8.8034	8.494	16.836	-0.0001	-0.0004	-0.0007
O	8.8696	7.0247	11.8756	-0.0006	-0.0014	-0.0035
O	1.2455	0.9401	16.0143	-0.0001	-0.0007	-0.0002
O	6.3636	1.4912	13.8216	0.0002	0.0007	0.0015
O	4.8215	5.2635	11.0237	0.0009	-0.0002	-0.0018
O	9.6109	4.7182	15.2789	0.0002	-0.0001	-0.0002
O	0.455	0.3827	13.5589	-0.0011	0.0001	-0.0011
O	0.4919	6.1263	19.1953	0.0011	-0.0014	0.0005
O	1.6114	8.3054	20.3976	0.0003	-0.0004	-0.0012
O	3.7877	6.8381	20.7004	0.0006	-0.0014	-0.0015
O	7.6121	4.2218	18.5426	0.0004	-0.0008	-0.0004
O	2.6	4.2365	10.0928	0.0022	0.0025	0.0025
O	6.2701	8.2661	15.8822	0.0001	0.0006	-0.0003
O	6.7721	10.8443	15.8258	0.0007	-0.0007	-0.0009
O	5.0866	9.8345	14.0413	-0.0003	-0.0001	-0.0002
O	2.9235	4.2964	12.6597	-0.0011	-0.0004	-0.0028
O	2.561	6.6759	11.4308	-0.0014	0.0004	-0.0011
O	7.4504	6.3245	17.0424	-0.0002	-0.0002	0
O	2.6377	1.8328	13.8393	0.0001	0.0012	-0.001
O	7.8435	2.5854	15.6077	0.0008	0.0009	-0.0008
O	9.8061	2.417	11.0985	-0.0027	0.0008	0.0001
O	5.466	4.6568	16.7617	0.0002	0.0002	-0.0004
O	5.5228	5.7273	19.1174	0.001	-0.0002	-0.0019
O	7.0161	8.7556	12.5721	-0.0009	0.0009	-0.0002
O	3.3056	1.8448	18.2197	0.0002	-0.0004	-0.0002
O	5.8095	10.9139	11.7037	-0.0011	0.0003	0.0002
O	1.6876	9.6069	17.2409	0.0008	0.0002	-0.0004
O	0.5147	3.0353	14.7038	-0.0008	0.0011	0.0001
O	5.6399	0.3264	18.5434	0.0001	0.0001	-0.0004
O	8.673	3.4962	13.1885	0.0001	0.0009	-0.0003
O	2.927	5.2816	18.6463	-0.0005	-0.0005	-0.0007
O	7.7142	1.6408	19.6246	0.0009	-0.0001	-0.0008
O	6.8639	6.6442	10.1307	-0.0008	-0.0034	-0.0015
O	10.2245	7.2896	21.2333	0.0022	0.0011	-0.0008
O	5.3545	1.8955	16.4438	-0.0008	0.0004	0.0003
O	0.7393	4.7186	16.962	0	0.0006	0.0002
O	1.0131	0.8066	18.7097	-0.0001	-0.0005	-0.0005
O	1.4238	5.6102	14.753	0.0004	0.0002	-0.0003
O	3.9298	4.1318	20.8656	0.0004	-0.0013	-0.0004
O	8.0731	10.0537	18.8763	-0.0003	0.0002	-0.0007
O	9.7664	9.2302	12.9957	-0.0001	0.0012	-0.0018
O	10.3135	8.5787	18.9924	-0.0007	-0.0001	-0.0005
O	10.1617	10.6149	17.2693	0.0003	0.0005	-0.0008
O	1.336	1.8448	10.3264	0.0014	-0.0014	0.0012
O	4.6686	1.4266	21.2275	0.0004	0.0015	-0.0023
O	10.6431	-0.1118	11.0632	0.0002	-0.0012	0.0001
O	3.6397	8.5023	18.6624	0.0001	0	-0.0022
O	2.7525	7.3829	16.4166	0.0002	0.0001	-0.0004
O	8.3597	5.5961	22.0968	0.0025	-0.0029	-0.0021
O	8.3614	7.4635	14.5012	-0.0003	0.0001	-0.0003
O	6.855	3.7243	21.0815	0.0029	-0.0006	0.0011
O	4.2331	8.7198	11.8803	-0.0013	-0.0008	-0.001
O	6.8826	4.865	14.5831	-0.001	-0.0007	-0.0005
O	3.8981	9.6063	21.0692	0.0011	-0.0004	-0.0012
O	1.1336	3.4324	19.057	0.0007	0	-0.0006

Results
free energy: -132888.577 eV
free energy less fixed offsets of H -15.97, O -568.88, Si -635.61 eV per atom: -0.497 eV

The program warned: the cutoff lies below the one the program advises for these potential files; the forces do not sum to zero within the program's tolerance; the exchange-correlation potential is rough where the density is thin.
